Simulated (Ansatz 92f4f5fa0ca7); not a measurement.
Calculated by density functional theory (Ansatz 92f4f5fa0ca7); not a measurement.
Periodic cell of 216 atoms, Si133O81H1N1, from a study of silicon, its oxide and their interface. The atomic structure is a simulated model.
Doubt: the cutoff is far below the 930 eV that the study's wrapper takes by default for these files, so forces and energies are approximate.

Settings
functional: PBE
potential files: Ansatz PAW
basis: plane waves
wave-function cutoff: 580 eV
density cutoff ratio: 5
exchange-correlation grid ratio: 1
k mesh: 1 x 1 x 1, Gamma-centred
self-consistency stop: 5e-08 eV per atom in the density residual
occupations: fixed
spin: none
net charge: 0

Cell vectors (angstrom)
a  10.938  0  0
b  0  10.938  0
c  0  0  31.3609

Atoms and the computed forces on them: element, x, y, z (angstrom), force x, y, z (eV/angstrom)
Si  0.2625  -0.6748  23.9051  -0.6248  0.1892  -0.2144
Si  5.0108  0.3852  23.8922  0.3537  -0.6424  -0.006
Si  3.2599  2.1226  23.7731  -0.3567  0.4485  -0.2103
Si  7.8634  3.0926  23.9568  0.3925  -0.358  -0.0288
Si  -0.6089  6.1312  23.9391  0.3899  -0.3259  -0.1922
Si  6.1543  4.8923  23.9593  -0.3263  0.4333  -0.0715
Si  2.153  8.8131  23.948  0.4663  -0.4827  -0.1724
Si  8.6546  7.7437  24.2272  -0.6347  0.3864  0.0001
Si  1.3486  1.2716  24.9848  -0.0182  -0.0014  -0.0237
Si  6.7898  1.3736  25.1692  -0.0796  0.0745  0.0356
Si  4.1807  3.9758  25.0604  0.0523  -0.0077  -0.157
Si  9.5562  4.1877  25.1649  0.1063  -0.0028  -0.0366
Si  1.3338  6.8812  25.0963  0.0611  -0.0111  -0.0022
Si  6.8447  6.7292  25.3047  0.0796  -0.0521  0.0137
Si  3.9974  9.6339  25.2107  -0.0246  0.0998  0.1029
Si  9.609  9.5143  25.4247  -0.1004  -0.1159  0.0351
Si  2.6678  0.0411  26.5917  -0.0274  -0.0328  0.0073
Si  8.1725  0.0238  26.5685  0.022  0.0283  -0.0116
Si  0.0339  2.7292  26.4399  -0.0492  -0.0209  0.0567
Si  5.4679  2.7239  26.5944  0.0655  -0.0206  0.0614
Si  2.7624  5.434  26.4237  -0.0079  0.0381  0.1172
Si  8.2367  5.4406  26.6668  -0.0222  0.1063  -0.0024
Si  0.0655  8.1449  26.6665  0.033  -0.0282  0.0646
Si  5.4246  8.2067  26.5268  0.0352  0.0171  -0.0024
Si  4.1018  1.3673  27.9426  -0.2362  0.0988  0.1392
Si  9.5708  1.3673  27.9426  0.1213  0.3062  -0.5754
Si  1.3673  4.1018  27.9426  0.1856  -0.0673  -0.8888
Si  6.8362  4.1018  27.9426  -0.0546  -0.263  0.4125
Si  4.1018  6.8362  27.9426  -0.2485  -0.2052  -0.6073
Si  9.5708  6.8362  27.9426  0.2246  -0.1559  0.7113
Si  1.3673  9.5708  27.9426  0.1802  0.0835  0.538
Si  6.8362  9.5708  27.9426  -0.2371  -0.0845  -0.3393
Si  0  0  29.3099  -0.0137  -0.0844  -0.0111
Si  5.469  0  29.3099  -0.0908  -0.0876  -0.0054
Si  2.7345  2.7345  29.3099  0.0915  -0.0025  0.0031
Si  8.2035  2.7345  29.3099  -0.017  0.0488  0.0195
Si  0  5.469  29.3099  -0.1244  0.073  0.0352
Si  5.469  5.469  29.3099  0.0285  -0.0356  -0.0274
Si  2.7345  8.2035  29.3099  -0.0145  0.0814  0.023
Si  8.2035  8.2035  29.3099  0.0539  -0.0297  -0.02
Si  1.3673  1.3673  30.6771  -0.0386  0.0135  0.0034
Si  6.8362  1.3673  30.6771  0.0695  -0.0098  -0.0412
Si  4.1018  4.1018  30.6771  -0.0305  0.0525  0.0177
Si  9.5708  4.1018  30.6771  0.0144  -0.0596  -0.0206
Si  1.3673  6.8362  30.6771  0.0569  -0.0352  -0.0264
Si  6.8362  6.8362  30.6771  -0.0068  0.0262  0.0035
Si  4.1018  9.5708  30.6771  0.0451  -0.0487  -0.0137
Si  9.5708  9.5708  30.6771  -0.0496  0.0456  0.0047
Si  2.7345  0  0.6835  0.0595  -0.0635  -0.0215
Si  8.2035  0  0.6835  -0.0643  0.0058  0.0316
Si  0  2.7345  0.6835  -0.082  0.0435  0.0304
Si  5.469  2.7345  0.6835  0.0397  -0.0391  0.0136
Si  2.7345  5.469  0.6835  -0.0519  0.0724  0.0212
Si  8.2035  5.469  0.6835  0.0918  -0.0371  -0.0247
Si  0  8.2035  0.6835  -0.0232  -0.0301  0.004
Si  5.469  8.2035  0.6835  -0.0102  0.0404  0.0358
Si  4.1018  1.3673  2.0507  -0.1023  -0.0632  -0.0297
Si  9.5708  1.3673  2.0507  0.0292  -0.0154  0.0069
Si  1.3673  4.1018  2.0507  0.1206  0.01  0.015
Si  6.8362  4.1018  2.0507  0.0172  0.0805  -0.0073
Si  4.1018  6.8362  2.0507  0.0624  -0.0525  0.0071
Si  9.5708  6.8362  2.0507  -0.1587  0.0072  -0.0382
Si  1.3673  9.5708  2.0507  0.0122  0.104  -0.0078
Si  6.8362  9.5708  2.0507  0.0965  -0.0412  0.0471
Si  0  0  3.418  0.291  0.2855  -0.3092
Si  5.469  0  3.418  -0.4391  -0.0384  0.4726
Si  2.7345  2.7345  3.418  -0.0316  -0.0071  -0.3506
Si  8.2035  2.7345  3.418  0.1489  0.0539  0.5532
Si  0  5.469  3.418  0.1893  0.3032  0.6018
Si  5.469  5.469  3.418  -0.1065  -0.0478  -0.3052
Si  2.7345  8.2035  3.418  -0.0168  -0.0117  0.7311
Si  8.2035  8.2035  3.418  0.0536  -0.2458  -0.6712
Si  1.3657  1.4151  4.7905  0.0071  0.0206  -0.0253
Si  6.8002  1.3712  4.8077  0.0044  0.0653  -0.0204
Si  4.1057  4.0775  4.7539  0.0733  -0.0748  -0.0256
Si  9.6183  4.1188  4.8522  -0.1048  -0.0185  0.0455
Si  1.4053  6.8318  4.9171  -0.0051  -0.0272  -0.0877
Si  6.8164  6.8584  4.7288  0.0231  -0.0376  -0.1348
Si  4.034  9.6069  4.9009  0.0094  0.0668  -0.0654
Si  9.6483  9.4964  4.6761  -0.1582  -0.0164  -0.1247
Si  2.6417  0.1313  6.3142  -0.0527  -0.0839  -0.0589
Si  8.218  -0.123  5.9289  -0.0192  0.102  -0.1509
Si  0.1163  2.8078  6.2781  0.0065  0.1322  -0.0673
Si  5.4367  2.7644  6.2178  0.0541  0.1135  0.1157
Si  2.8082  5.3483  6.2487  -0.0137  0.1225  -0.0148
Si  8.1888  5.5424  6.1136  0.0585  0.0742  0.0837
Si  0.0486  8.3537  6.2364  0.0602  0.0576  0.1846
Si  5.4556  8.1522  6.1656  -0.0043  -0.0495  0.098
Si  3.693  1.8648  7.6128  0.7405  -0.4327  0.276
Si  9.7331  1.1025  7.1522  -0.5952  0.2005  -0.2441
Si  2.0098  3.577  7.6887  -0.4655  0.533  0.4631
Si  6.4502  4.6048  7.4133  0.3578  -0.317  0.2783
Si  4.6696  6.263  7.3994  -0.2564  0.2501  0.0459
Si  9.0995  7.4296  7.2456  0.1864  -0.4142  0.1627
Si  0.6011  10.4325  7.4621  0.5652  -0.3701  0.1005
Si  7.3562  9.0396  7.2247  -0.1935  0.2551  0.2984
N  7.1147  4.1667  9.0397  -0.2513  0.0591  -0.6241
O  7.2389  9.1698  8.9208  0.1382  -0.1672  -0.2424
O  9.2708  7.3756  8.9419  -0.1425  0.2132  -0.2441
O  0.9092  10.5023  9.1072  -0.1478  0.1189  -0.2006
O  4.3109  1.4479  9.142  -0.4628  0.1469  -0.5169
O  1.8296  4.0074  9.3336  0.1992  -0.3282  -0.6548
O  8.3778  1.7026  8.0004  -0.0171  0.1449  0.0616
O  4.2215  6.5564  8.9744  0.1423  -0.1697  -0.2258
O  8.2367  8.2958  22.706  0.2255  -0.1218  0.0128
O  8.638  2.3202  22.6631  -0.2295  0.0678  0.2197
O  5.9874  5.7061  22.4975  0.146  -0.1663  0.2135
O  2.7899  2.5814  22.216  0.1299  -0.2055  0.2579
O  10.3452  10.0173  22.4204  0.3715  0.0411  0.1337
O  0.1725  3.6745  18.339  -0.0363  0.0603  0.0203
O  2.6469  8.6223  22.3561  -0.1436  0.1274  0.2727
O  5.5656  -0.5231  22.5889  -0.1656  0.2559  0.1535
Si  7.0602  5.1952  10.4577  0.0615  -0.0414  0.2974
Si  -1.3186  3.9122  11.2055  -0.0409  -0.0058  0.1834
Si  3.2864  7.2574  10.0786  0.1226  0.1734  0.0164
Si  3.135  13.4869  15.8092  -0.0423  -0.0751  0.0285
Si  -1.3253  12.271  12.763  0.1365  -0.0373  -0.0557
Si  -0.25  5.2466  21.0073  -0.02  0.0645  -0.204
Si  6.3355  10.2927  21.1584  0.0018  -0.0021  -0.2668
Si  9.0295  -1.6328  21.6995  0.0064  -0.0413  -0.087
Si  6.2343  -7.969  15.2117  -0.0427  -0.0196  0.0533
Si  1.4699  -1.4499  10.2325  0.0124  -0.0941  0.3333
Si  7.838  2.579  9.259  0.125  0.0936  0.4802
Si  5.7464  0.7369  18.6245  -0.0212  0.083  -0.1334
Si  -1.6925  2.5313  21.1643  -0.0563  -0.0446  -0.3164
Si  7.7035  5.0121  17.1128  -0.0156  -0.1146  0.027
Si  6.8798  3.2473  19.4532  -0.0592  0.0314  -0.2259
Si  1.5067  4.774  10.7372  -0.237  0.0496  0.2604
Si  5.2162  5.2777  21.1389  -0.0245  0.0853  -0.355
Si  3.4179  -0.2161  16.875  -0.0519  0.0214  0.0085
Si  5.2331  3.7772  12.4591  0.0396  0.1015  -0.0488
Si  9.8575  -1.3888  11.8118  0.0528  0.1593  0.2161
Si  -3.498  11.2319  14.5551  0.0936  -0.0184  0.0459
Si  5.0984  -1.6876  14.614  -0.1019  0.0101  -0.0042
Si  2.5697  3.8603  21.2322  0.1536  -0.0149  -0.2381
Si  1.6613  2.9866  18.4647  -0.0597  -0.108  -0.1473
Si  -0.8177  10.3979  14.6758  0.0385  0.0003  -0.0582
Si  8.0379  8.04  9.8302  0.0123  0.0124  0.154
Si  5.0051  8.0215  19.5694  -0.0476  0.0035  0.0599
Si  13.2544  9.1604  20.8568  -0.0371  -0.1091  -0.2266
Si  10.727  -5.7  17.9851  0.0371  -0.0407  -0.1811
Si  5.1914  6.9996  16.6197  0.0066  0.0657  0.013
Si  5.2157  12.2913  10.4993  0.0871  0.0082  0.3073
Si  11.587  11.5703  20.023  -0.0462  -0.2078  -0.2823
Si  4.0365  9.6583  11.7089  -0.1916  -0.037  0.0067
Si  -0.2317  8.8315  19.4018  0.1599  0.088  -0.0731
Si  2.5064  4.3151  13.5862  0.0963  -0.0589  0.0394
Si  2.178  6.2585  16.0145  -0.0162  0.0043  -0.0543
Si  1.0313  8.9358  16.7397  -0.0854  0.0648  0.0349
O  2.2119  -2.648  9.3954  -0.0688  0.0088  -0.0953
O  6.1464  8.8669  20.3696  0.0326  0.0404  0.093
O  9.2603  2.8635  10.0175  0.0181  -0.1005  -0.0678
O  -0.3031  10.4685  19.3  0.0355  0.0108  0.1117
O  1.0803  8.3152  20.2216  -0.0375  0.017  0.0034
O  -2.8832  2.2851  20.0606  0.1502  -0.05  0.1588
O  2.3636  2.9432  14.4403  -0.019  0.0429  -0.0547
O  -0.1232  4.9337  10.8011  0.1119  0.0112  -0.0869
O  -1.0198  2.9039  12.4688  -0.064  0.0327  -0.0716
O  9.532  4.1197  21.0094  -0.0314  0.0983  0.0806
O  5.7537  4.843  11.3537  0.0652  0.0491  -0.0341
O  14.5472  8.774  19.9526  0.0143  -0.0012  0.015
O  3.6782  -5.9511  21.5624  -0.0144  0.0003  0.1783
O  9.8902  9.3249  13.4426  -0.0299  -0.0281  -0.0378
O  5.8977  3.8975  20.5805  -0.0096  -0.0043  0.1124
O  5.1036  7.9924  17.9328  0.0043  -0.0181  -0.0004
O  8.6891  -11.2339  15.4529  -0.0435  0.0275  -0.0385
O  9.3198  -5.5263  17.1188  0.0236  0.0079  0.0327
O  13.1493  -1.1423  17.4708  0.0482  -0.0551  -0.0144
O  13.597  3.5063  19.6445  -0.0127  0.0458  0.1436
O  1.9902  5.5364  14.5525  -0.0113  -0.0141  -0.0392
O  5.7113  11.4781  20.2415  0.004  0.0017  0.1479
O  6.5975  -4.7644  16.8084  -0.0504  0.008  -0.0112
O  10.6168  1.6505  20.8903  -0.0984  0.0168  0.1702
O  -2.6115  4.8622  11.4509  -0.0297  -0.0207  -0.0405
O  4.2424  -2.7712  11.0487  0.0153  -0.118  -0.0557
O  2.3713  6.1508  10.8487  0.0372  -0.0433  -0.0303
O  12.7852  -0.1831  20.84  0.0134  0.123  0.127
O  7.0247  6.7981  10.1702  -0.0256  0.0069  -0.1193
O  22.1189  -2.037  11.1303  0.1259  -0.017  -0.1433
O  4.061  4.5925  13.2254  0.0007  0.0261  -0.001
O  4.691  13.9931  15.7481  0.0815  0.0082  0.0212
O  -0.0533  -2.5977  17.8363  0.0045  -0.0564  0.098
O  6.044  13.2662  18.3898  0.0417  -0.006  0.1023
O  -0.5098  6.2585  22.2533  -0.162  0.1585  0.2515
O  2.4652  14.2111  17.0927  0.0245  0.0386  0.0841
O  -2.9878  -0.4552  21.341  0.0735  0.0454  0.0797
O  5.0851  10.7934  11.1718  0.1119  0.0507  -0.1259
O  1.0732  5.7382  17.1051  -0.0159  0.0192  0.0977
O  -4.454  9.9843  14.1754  0.0341  -0.0005  -0.0209
O  1.1239  4.5185  21.4544  -0.0688  0.0152  0.1132
O  -4.1083  -0.2645  17.9342  0.0451  0.0166  -0.0161
O  -8.4015  10.1765  11.2726  -0.0633  0.0048  -0.1133
O  6.6287  1.3965  15.4171  -0.018  0.0499  -0.03
O  3.751  6.1642  16.5315  0.0388  0.0031  0.0197
O  4.2404  11.3454  18.1158  0.0917  -0.0393  0.0466
O  6.3116  3.3891  13.6292  -0.0084  -0.0184  -0.0388
O  5.3703  7.731  15.1519  0.0054  0.0097  0.0319
O  0.2638  9.9296  15.7361  0.0444  -0.0116  0.0323
O  12.6894  7.819  15.8075  0.0261  -0.0367  0.0144
O  -0.3458  11.8262  14.0081  -0.1373  -0.053  -0.0224
O  6.7898  1.666  10.1391  0.0312  -0.0806  -0.1499
O  -0.2665  -5.0013  19.493  0.0023  -0.0335  0.2222
O  -2.8785  22.9191  13.2359  -0.0582  0.0145  -0.0546
O  5.1821  6.4702  20.0387  -0.0124  -0.1328  0.0855
O  1.7736  4.0191  12.1647  0.0167  -0.0171  -0.0967
O  -6.5298  9.9341  15.891  0.0358  -0.01  0.0025
O  9.4061  -2.4743  20.3167  -0.0727  0.0963  0.1835
O  -3.5844  3.8436  16.02  0.0087  0.0084  -0.0588
O  -6.8131  9.4028  13.3146  0.0267  -0.0209  -0.0381
O  4.7399  2.435  11.6501  -0.0539  -0.0949  -0.0587
O  2.8218  0.9725  15.9529  0.0764  0.0298  -0.0619
O  9.8589  0.2481  11.5343  -0.0378  0.0251  0.0146
O  8.5651  8.7762  11.1911  -0.1096  -0.1224  -0.1573
O  7.4984  4.4959  18.6351  0.0106  0.0289  0.0351
O  1.358  12.3653  18.7885  -0.0086  0.0366  0.13
H  -3.3183  0.0712  17.4805  -0.0673  -0.0017  0.0716

Results
free energy: -131014.071 eV
free energy less fixed offsets of H -15.97, N -385.13, O -568.88, Si -635.61 eV per atom: 2.439 eV

The program warned: the cutoff lies below the one the program advises for these potential files; the exchange-correlation potential is rough where the density is thin.
